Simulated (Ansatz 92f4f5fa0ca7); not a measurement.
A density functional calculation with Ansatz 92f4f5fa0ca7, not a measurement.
Periodic cell of 212 atoms, Si132O80, from a study of silicon, its oxide and their interface. The atomic structure is a simulated model.
Doubt: the cutoff is far below the 930 eV that the study's wrapper takes by default for these files, so forces and energies are approximate.

Settings
functional: PBE
potential files: Ansatz PAW
basis: plane waves
wave-function cutoff: 580 eV
density cutoff ratio: 5
exchange-correlation grid ratio: 1
k mesh: 1 x 1 x 1, Gamma-centred
self-consistency stop: 5e-08 eV per atom in the density residual
occupations: fixed
spin: none
net charge: 0

Cell vectors (angstrom)
a	10.938	0	0
b	0	10.938	0
c	0	0	31.8997

Atoms and the computed forces on them: element, x, y, z (angstrom), force x, y, z (eV/angstrom)
Si	-0.5152	0.4899	24.5447	-0.0782	0.0444	-0.0154
Si	5.8798	-0.1751	24.5459	-0.1413	-0.0175	-0.0978
Si	2.4474	2.9783	24.7125	-0.1037	0.1001	-0.0153
Si	8.7525	2.2211	24.5839	0.0498	-0.0395	0
Si	0.7486	4.758	24.6012	0.13	-0.1738	0.0194
Si	5.072	5.9051	24.521	-0.0666	0.0085	-0.0318
Si	3.3674	7.6519	24.3827	0.0665	-0.0391	-0.0203
Si	7.5547	8.7889	24.3676	0.0697	0.0748	0.0051
Si	1.3042	1.3047	25.8333	0.0151	0.0193	0.0252
Si	6.9807	1.3459	25.8867	0.0486	0.0649	0.0447
Si	4.1614	4.1254	25.8143	0.0063	-0.0067	0.0018
Si	9.6758	4.0845	25.6897	-0.0013	0.0301	0.0625
Si	1.4997	6.7679	25.6301	-0.0012	0.0404	0.0631
Si	6.8086	6.9403	25.7127	0.0431	-0.0249	0.0478
Si	4.1511	9.5364	25.6457	0.03	0.0578	0.0186
Si	9.4965	9.5523	25.6201	-0.0308	-0.0982	0.0479
Si	2.758	-0.0608	27.071	-0.0194	-0.0575	0.002
Si	8.2791	-0.069	27.1943	0.0224	-0.0381	-0.0735
Si	-0.0087	2.7235	27.1838	-0.0355	0.0094	-0.0867
Si	5.5158	2.7188	27.1212	0.0173	0.0179	-0.0155
Si	2.7645	5.4626	27.1675	-0.0168	0.0408	-0.0802
Si	8.2264	5.491	27.0253	-0.001	-0.0069	-0.0165
Si	0.0166	8.1623	26.9854	0.0021	0.0338	-0.0297
Si	5.4558	8.2222	27.1468	0.0011	0.0227	-0.0186
Si	4.1018	1.3673	28.4815	0.0158	-0.1819	-0.3386
Si	9.5708	1.3673	28.4815	0.1109	-0.1327	0.6866
Si	1.3673	4.1018	28.4815	0.0177	0.0469	0.3609
Si	6.8362	4.1018	28.4815	0.3055	0.2514	-0.2986
Si	4.1018	6.8362	28.4815	0.0486	0.1583	0.436
Si	9.5708	6.8362	28.4815	0.1697	0.0038	-0.608
Si	1.3673	9.5708	28.4815	-0.0988	-0.3402	-0.5402
Si	6.8362	9.5708	28.4815	-0.0535	-0.1021	0.4497
Si	0	0	29.8487	-0.0449	0.1471	0.0235
Si	5.469	0	29.8487	0.0463	0.0046	0.0249
Si	2.7345	2.7345	29.8487	-0.0502	0.0272	0.0019
Si	8.2035	2.7345	29.8487	0.0202	-0.0361	0.0217
Si	0	5.469	29.8487	0.0381	-0.0099	0.0184
Si	5.469	5.469	29.8487	0.0275	0.1247	0.0002
Si	2.7345	8.2035	29.8487	-0.0261	-0.1051	0.0328
Si	8.2035	8.2035	29.8487	-0.0967	0.0435	0.0093
Si	1.3673	1.3673	31.216	0.0604	-0.0685	0.0141
Si	6.8362	1.3673	31.216	-0.0841	0.0331	-0.0353
Si	4.1018	4.1018	31.216	0.0532	-0.0418	-0.0058
Si	9.5708	4.1018	31.216	0.003	-0.016	-0.0276
Si	1.3673	6.8362	31.216	-0.0047	0.0291	-0.0114
Si	6.8362	6.8362	31.216	0.0531	-0.0796	0.0095
Si	4.1018	9.5708	31.216	-0.0128	0.0467	-0.0426
Si	9.5708	9.5708	31.216	0.0476	-0.0552	-0.0032
Si	2.7345	0	0.6835	0.0423	0.0178	0.0357
Si	8.2035	0	0.6835	-0.0494	0.0903	-0.0008
Si	0	2.7345	0.6835	-0.0602	0.0631	-0.0069
Si	5.469	2.7345	0.6835	0.0659	-0.0562	0.0191
Si	2.7345	5.469	0.6835	-0.057	0.0431	0.0011
Si	8.2035	5.469	0.6835	-0.0096	-0.0063	0.036
Si	0	8.2035	0.6835	0.0085	-0.0371	0.0102
Si	5.469	8.2035	0.6835	-0.0681	0.0552	-0.0143
Si	4.1018	1.3673	2.0507	-0.0012	0.0202	-0.0355
Si	9.5708	1.3673	2.0507	0.0529	-0.0418	-0.0144
Si	1.3673	4.1018	2.0507	0.0723	-0.0939	-0.002
Si	6.8362	4.1018	2.0507	-0.1159	-0.0106	-0.038
Si	4.1018	6.8362	2.0507	0.1176	-0.0645	-0.0231
Si	9.5708	6.8362	2.0507	0.0389	0.0757	-0.0403
Si	1.3673	9.5708	2.0507	-0.0563	-0.0256	-0.015
Si	6.8362	9.5708	2.0507	0.0052	-0.0853	0.0053
Si	0	0	3.418	-0.151	0.0015	-0.3513
Si	5.469	0	3.418	-0.2884	0.0529	0.2957
Si	2.7345	2.7345	3.418	-0.1295	-0.0408	-0.4814
Si	8.2035	2.7345	3.418	0.2294	0.125	0.4099
Si	0	5.469	3.418	-0.0625	0.3275	0.6129
Si	5.469	5.469	3.418	-0.1204	-0.088	-1.0159
Si	2.7345	8.2035	3.418	-0.3626	-0.1026	0.5272
Si	8.2035	8.2035	3.418	0.1986	0.0681	-0.4092
Si	1.3319	1.3886	4.738	0.0198	-0.0141	0.0388
Si	6.8232	1.3825	4.7914	0.0223	0.0158	0.0197
Si	4.0456	4.1742	4.6896	-0.0669	-0.0079	0.1175
Si	9.5802	4.1351	4.865	-0.0302	0.0134	0.0015
Si	1.303	6.8875	4.9215	0.0133	0.0078	0.0308
Si	6.8484	6.79	4.6698	0.0682	0.0102	0.0666
Si	4.0293	9.5989	4.8231	-0.0423	-0.0055	0.0053
Si	9.5492	9.6008	4.7698	0.0226	-0.0171	0.075
Si	2.562	0.0119	6.2056	0.0302	-0.0045	-0.0096
Si	8.1813	0.01	6.1564	-0.0328	-0.0082	-0.0153
Si	0.0831	2.7707	6.1974	-0.0216	0.015	-0.0307
Si	5.4224	2.8339	6.0068	0.0481	0.035	-0.0032
Si	2.7215	5.4268	6.2197	-0.0639	-0.0102	-0.0627
Si	8.1367	5.5274	6.1944	0.0506	0.0225	-0.0338
Si	-0.1228	8.3429	6.3516	0.0407	0.0099	-0.042
Si	5.4628	8.1197	5.966	-0.0401	-0.0022	-0.0285
Si	3.7584	1.7556	7.1966	-0.0314	-0.0876	0.1901
Si	9.854	1.1382	7.3915	0.044	-0.0561	0.0472
Si	1.9906	3.5106	7.4785	0.0953	0.0318	0.0005
Si	6.2514	4.6246	7.3131	-0.0154	0.0185	-0.0186
Si	4.596	6.3672	7.27	0.0306	-0.0651	0.0268
Si	8.9496	7.3533	7.4751	-0.085	-0.0459	-0.0228
Si	0.6454	10.3157	7.5865	-0.0476	0.0681	0.0024
Si	7.0989	9.1261	7.2547	0.0735	0.0105	0.0464
O	0.8471	10.3191	9.2639	-0.0474	-0.0305	0.0639
O	1.7106	3.808	9.0965	0.0114	-0.0181	-0.0061
O	9.3041	1.8314	8.8421	-0.0303	-0.0011	0.0367
O	5.9676	9.5808	8.4143	0.0269	-0.0203	-0.0214
O	4.6271	1.13	8.4734	-0.0434	0.0198	-0.0927
O	4.504	6.508	8.9554	0.0093	0.005	0.0197
O	6.2467	4.491	9.0031	-0.0139	0.0068	0.0546
O	9.3143	6.6896	8.9713	0.0004	0.0411	0.075
O	2.962	2.2759	23.2852	0.0213	-0.0066	0.0013
O	5.3726	11.9128	23.4174	0.0062	-0.0055	0.0151
O	8.5912	2.2795	22.8998	-0.0059	0.0095	-0.0283
O	0.7032	4.7619	22.9364	-0.0274	0.0435	-0.0081
O	7.7806	8.2625	22.792	0.0093	-0.0484	-0.0187
O	3.2557	7.9305	22.7212	-0.0202	-0.0366	-0.0149
O	5.5435	5.4968	22.9677	-0.0152	-0.0033	-0.0145
O	10.4564	11.33	22.8559	0.0136	-0.0063	-0.0127
Si	8.6664	0.1568	19.2279	0.004	-0.0225	-0.0228
Si	12.0791	2.9319	12.9998	0.0017	0.0049	-0.0048
Si	5.5642	0.0208	9.1893	0.0144	0.0858	-0.0797
Si	4.3232	1.8315	22.496	0.0116	0.0104	0.1064
Si	4.8466	4.8342	21.6363	0.0005	0.0087	0.0114
Si	5.1612	5.3387	9.9265	0.0007	-0.0137	-0.0521
Si	8.5918	7.2587	21.8032	-0.0229	0.0345	0.0297
Si	3.1279	8.7948	18.7466	-0.0036	0.0142	0.0115
Si	7.0338	-5.2057	19.7709	-0.0056	0.0093	-0.0158
Si	8.4158	8.1949	19.0331	-0.0095	0.0018	-0.0157
Si	-2.218	-0.2825	14.646	0.0016	0.0101	0.0144
Si	9.4425	7.221	10.5116	0.0493	0.1162	-0.0332
Si	5.3576	2.3695	14.8337	0.0146	-0.0138	0.0121
Si	15.0836	8.3388	15.9166	0.0149	0.0141	0.03
Si	9.5788	1.4116	21.8939	-0.0102	-0.0071	0.0785
Si	13.14	2.359	18.1881	0.002	-0.0155	-0.0088
Si	11.0615	5.8182	21.8578	0.0525	-0.0107	0.0023
Si	2.783	7.0539	21.4076	-0.0363	0.0118	0.0493
Si	6.6424	-3.6638	11.8812	-0.01	0.0238	0.0023
Si	14.2761	0.491	19.9128	0.0167	-0.01	-0.0216
Si	2.8848	3.8434	15.4423	-0.0174	-0.0286	0.019
Si	9.7075	6.884	16.5834	-0.0147	0.0014	0.036
Si	-0.0987	10.0397	10.5839	0.0194	-0.0487	-0.0982
Si	11.435	5.6804	12.2781	0.0171	-0.0196	0.0194
Si	7.2077	12.4432	12.6755	0.0065	-0.0253	0.0273
Si	7.1748	7.8413	14.8199	0.0053	0.0043	0.007
Si	10.9142	3.4749	19.9391	-0.017	0.0006	-0.0251
Si	7.7186	1.6331	16.7787	0.0156	-0.0038	0.0036
Si	8.8865	4.1184	17.7943	-0.0065	0.0057	0.004
Si	5.135	-0.8597	11.9186	0.0201	-0.0244	0.0095
Si	8.4541	1.1555	10.0765	-0.0168	-0.0329	-0.0639
Si	3.5021	10.7732	14.3623	-0.0039	-0.0197	0.0029
Si	2.3659	4.1319	10.5575	0.0267	-0.0065	-0.0412
Si	0.912	-0.1699	18.7096	-0.0106	-0.0012	-0.0208
Si	0.5395	0.021	13.446	-0.0047	0.0103	0.014
Si	1.5687	6.733	14.985	-0.0135	-0.0083	-0.0071
O	12.8153	-0.1087	14.3638	0.0089	-0.0055	-0.0148
O	7.9851	2.0986	11.3492	-0.0114	-0.004	-0.0057
O	8.5907	0.4118	16.1169	-0.0001	0.0065	0.0037
O	3.8731	-2.8865	17.5016	0.0039	-0.0072	-0.0065
O	10.6716	4.9845	20.5114	0.0035	0.0146	0.0172
O	5.5602	-5.7222	20.2105	-0.0066	-0.0019	0.012
O	11.179	7.1328	15.8886	0.0106	-0.0046	0.0022
O	1.1651	6.9806	21.4411	0.0208	-0.0237	0.0261
O	1.7099	0.2225	20.1073	-0.0031	-0.0028	0.0067
O	3.982	4.3252	10.4426	0.0011	-0.0016	0.0009
O	9.901	3.2337	18.6986	-0.0018	0.0014	0.0142
O	8.3761	-3.83	15.6508	0.0005	-0.0079	-0.006
O	-2.2745	0.6053	20.8018	-0.0087	-0.0023	-0.0115
O	9.151	8.0666	20.495	0.0079	0.0009	0.0023
O	13.0664	13.9514	14.2771	0.0122	0.012	0.0007
O	10.0579	-4.8085	11.5446	0.0049	-0.0072	-0.0119
O	3.356	5.5129	21.5053	0.0081	-0.0061	0.013
O	14.9306	10.1077	19.2105	-0.0078	-0.0045	0.0111
O	2.0234	2.9112	11.6053	-0.0088	-0.0132	0.0143
O	6.273	0.2176	12.3409	0.0066	0.0108	-0.0216
O	9.8353	6.5945	22.6106	-0.0009	0.006	-0.0128
O	10.6166	2.3865	21.1052	0.0169	0.0142	-0.0118
O	7.6918	-1.5544	14.5483	0.002	-0.0054	-0.0004
O	6.3308	2.6097	13.5181	-0.0102	0.0138	-0.0065
O	3.8992	-0.8692	12.954	-0.0014	0.0054	0.0027
O	9.4248	-0.0587	10.6084	-0.0008	0.0077	-0.0085
O	4.9063	3.2114	21.8292	0.0004	0.0107	0.0017
O	12.407	3.2955	19.3186	0.0019	-0.0035	0.0215
O	4.2167	12.2172	14.4555	-0.0026	0.007	-0.002
O	7.8479	9.7111	18.9384	-0.0023	0.0156	0.0178
O	11.0974	15.1722	12.967	-0.0007	0.0006	-0.0091
O	2.2364	5.3265	15.4589	0.0106	0.0062	-0.0051
O	7.6823	4.6219	18.7775	0.0178	-0.0117	0.0067
O	7.9638	7.6549	11.0154	0.0303	-0.0153	-0.0185
O	10.264	-0.698	14.2923	-0.0001	-0.0006	-0.0095
O	12.2296	1.0711	17.6848	0.0008	0.0049	0.0137
O	10.462	8.4723	10.5205	-0.0706	-0.0448	-0.0128
O	14.489	12.7116	18.9141	-0.0144	0.0068	0.0125
O	5.6709	7.8282	15.5202	-0.007	-0.0007	0.003
O	0.7267	10.284	11.9673	-0.0021	-0.0027	0.0078
O	7.1269	-3.7691	18.9675	0.0111	0.0044	0.0178
O	8.3537	3.1337	16.6118	-0.0061	-0.006	-0.0072
O	1.6028	9.3158	18.2971	0.001	0.0003	0.0145
O	4.5177	3.7448	15.1858	0.0051	0.0053	-0.0102
O	6.2328	1.7682	16.0938	-0.0048	-0.0008	0.0009
O	10.2349	-0.1694	18.8293	0.0075	0.0046	0.0177
O	5.674	8.5619	11.8534	0.0107	-0.0092	-0.0201
O	9.6913	5.3392	17.093	0.0013	0.0075	-0.007
O	3.9913	0.7499	21.345	-0.0065	-0.0175	-0.0249
O	8.3703	0.9119	13.6196	0.0092	-0.0037	-0.0067
O	5.8877	5.9814	11.2353	0.0101	0.0117	-0.0045
O	3.1684	-3.1866	19.997	0.0014	0.005	-0.0041
O	1.0277	6.7057	13.4348	0.0129	0.0068	0.0036
O	7.8111	1.2695	18.3762	-0.0096	0.005	0.01
O	2.8566	7.7448	15.0762	-0.0033	-0.0093	-0.0088
O	2.5966	3.2313	16.9067	0.0083	0.0129	-0.0087
O	7.0451	-3.9502	13.4328	-0.0048	-0.0053	-0.0021
O	7.7709	5.9738	21.2134	-0.0089	-0.0164	0.007
O	1.6855	5.4981	11.1608	-0.0096	0.0125	0.0079
O	0.233	12.5404	13.1667	0.0042	-0.0039	-0.0119
O	7.0314	0.6624	9.4739	0.0284	0.0062	0.0365
O	9.5171	7.8859	17.8655	0.0131	-0.0151	-0.0115
O	4.0751	9.9442	15.6408	-0.0008	0.0045	-0.012
O	4.6378	-0.4127	10.4489	0.0006	0.0034	0.0211

Results
free energy: -129410.227 eV
free energy less fixed offsets of O -568.88, Si -635.61 eV per atom: 0.693 eV

The program warned: the cutoff lies below the one the program advises for these potential files; the forces do not sum to zero within the program's tolerance; the exchange-correlation potential is rough where the density is thin.
